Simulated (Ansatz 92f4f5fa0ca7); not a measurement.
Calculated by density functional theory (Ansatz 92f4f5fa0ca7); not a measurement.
Periodic cell of 222 atoms, Si132O88H2, from a study of silicon, its oxide and their interface. The atomic structure is a simulated model.
Doubt: the cutoff is far below the 930 eV that the study's wrapper takes by default for these files, so forces and energies are approximate.
This geometry differs little from another in the collection (a relaxation step or a small displacement).

Settings
functional: PBE
potential files: Ansatz PAW
basis: plane waves
wave-function cutoff: 580 eV
density cutoff ratio: 5
exchange-correlation grid ratio: 1
k mesh: 1 x 1 x 1, Gamma-centred
self-consistency stop: 5e-08 eV per atom in the density residual
occupations: fixed
spin: none
net charge: 0

Cell vectors (angstrom)
a 10.938 0 0
b 0 10.938 0
c 0 0 32.317

Atoms: element, x, y, z (angstrom)
Si -0.1187 0.1808 24.7817
Si 5.6844 -0.2853 24.7549
Si 2.4363 2.9864 24.9425
Si 8.5393 2.4328 24.6211
Si 0.1822 5.2056 24.9678
Si 5.3003 5.8246 24.9112
Si 2.933 7.9427 24.8716
Si 7.908 8.3981 25.0162
Si 1.3421 1.3624 26.2087
Si 6.8546 1.3737 25.9959
Si 4.1349 4.1275 26.1134
Si 9.514 4.0181 26.1514
Si 1.3681 6.8119 26.2138
Si 6.7893 6.8793 26.3527
Si 4.0728 9.5836 26.1336
Si 9.61 9.5731 26.1224
Si 2.7335 0.0041 27.5326
Si 8.21 0.0183 27.4827
Si -0.0273 2.7246 27.5691
Si 5.4989 2.723 27.4616
Si 2.7642 5.4508 27.5559
Si 8.2094 5.4425 27.5454
Si 0 8.2088 27.5297
Si 5.4014 8.2596 27.6091
Si 4.1018 1.3673 28.8987
Si 9.5708 1.3673 28.8987
Si 1.3673 4.1018 28.8987
Si 6.8362 4.1018 28.8987
Si 4.1018 6.8362 28.8987
Si 9.5708 6.8362 28.8987
Si 1.3673 9.5708 28.8987
Si 6.8362 9.5708 28.8987
Si 0 0 30.266
Si 5.469 0 30.266
Si 2.7345 2.7345 30.266
Si 8.2035 2.7345 30.266
Si 0 5.469 30.266
Si 5.469 5.469 30.266
Si 2.7345 8.2035 30.266
Si 8.2035 8.2035 30.266
Si 1.3673 1.3673 31.6332
Si 6.8362 1.3673 31.6332
Si 4.1018 4.1018 31.6332
Si 9.5708 4.1018 31.6332
Si 1.3673 6.8362 31.6332
Si 6.8362 6.8362 31.6332
Si 4.1018 9.5708 31.6332
Si 9.5708 9.5708 31.6332
Si 2.7345 0 0.6835
Si 8.2035 0 0.6835
Si 0 2.7345 0.6835
Si 5.469 2.7345 0.6835
Si 2.7345 5.469 0.6835
Si 8.2035 5.469 0.6835
Si 0 8.2035 0.6835
Si 5.469 8.2035 0.6835
Si 4.1018 1.3673 2.0507
Si 9.5708 1.3673 2.0507
Si 1.3673 4.1018 2.0507
Si 6.8362 4.1018 2.0507
Si 4.1018 6.8362 2.0507
Si 9.5708 6.8362 2.0507
Si 1.3673 9.5708 2.0507
Si 6.8362 9.5708 2.0507
Si 0 0 3.418
Si 5.469 0 3.418
Si 2.7345 2.7345 3.418
Si 8.2035 2.7345 3.418
Si 0 5.469 3.418
Si 5.469 5.469 3.418
Si 2.7345 8.2035 3.418
Si 8.2035 8.2035 3.418
Si 1.4047 1.3479 4.785
Si 6.8166 1.405 4.7826
Si 4.0863 4.1129 4.7978
Si 9.5779 4.093 4.8091
Si 1.3734 6.8199 4.8146
Si 6.8499 6.8289 4.75
Si 4.071 9.5982 4.7792
Si 9.6161 9.5259 4.7337
Si 2.7356 -0.0206 6.2367
Si 8.2754 0.0313 6.0131
Si 0.0689 2.7552 6.1518
Si 5.4658 2.7633 6.1966
Si 2.7214 5.4728 6.2292
Si 8.1869 5.4448 6.173
Si 0.0019 8.1631 6.1969
Si 5.473 8.2402 6.0701
Si 3.8506 1.6526 7.4921
Si 9.9222 1.0586 7.3265
Si 1.5642 3.8953 7.6245
Si 6.5834 4.3758 7.5373
Si 4.3683 6.6743 7.4171
Si 9.239 7.1039 7.4693
Si 1.1733 9.6918 7.5752
Si 7.0703 9.455 7.291
O 1.3233 4.1215 24.4545
O 6.8445 9.5229 24.4329
O 2.7004 2.7484 7.9697
O 8.1217 8.2723 7.7412
O 5.4676 5.5424 7.9188
O 0.0346 -0.0906 7.9347
O 4.1216 6.8865 24.4165
O 9.6902 1.2886 24.2979
O 1.7069 8.9746 8.9889
O 0.9237 4.388 9.0759
O 9.2666 1.7735 8.6483
O 6.6132 10.1675 8.6958
O 4.512 1.1712 8.903
O 3.8136 7.3734 8.7873
O 7.17 3.8518 8.9765
O 9.5752 6.6625 9.0046
O 2.9249 2.2611 23.5391
O 5.105 0.1493 23.278
O 8.1535 2.9722 23.1075
O 10.3575 5.7472 23.6199
O 8.307 7.508 23.7043
O 2.2857 8.4907 23.462
O 6.181 5.4623 23.5495
O 0.6279 10.5672 23.4015
Si 3.0809 8.4487 9.7596
Si 7.5447 3.9205 10.5625
Si -1.1784 3.8478 15.9359
Si 3.4021 2.946 22.1423
Si 7.0394 0.6474 19.7759
Si 12.3155 -5.7758 17.4938
Si 2.6992 9.4671 20.261
Si 9.2922 6.291 14.8633
Si 2.6732 11.1438 17.6599
Si -2.0974 9.8638 17.8281
Si 4.7639 0.3583 21.702
Si 9.2811 12.3404 10.2269
Si 4.4751 11.2785 10.2906
Si 3.3311 1.7142 12.8243
Si 9.1182 8.4809 12.9534
Si 1.0017 9.1352 22.6869
Si -0.1263 0.8749 16.4667
Si -1.1434 0.2466 13.8944
Si 0.3295 13.0327 12.1324
Si 5.5974 5.0491 22.0822
Si 6.8863 4.8706 15.3584
Si 5.2704 4.2405 12.7347
Si 4.6017 11.2465 15.4062
Si 4.1105 6.657 20.0587
Si 4.4067 5.0882 17.3565
Si -0.8019 7.0208 17.8787
Si 4.9832 12.964 17.8193
Si 3.1123 6.3023 12.0696
Si 7.9221 3.1114 21.4904
Si 9.5983 6.9901 22.8996
Si 9.6917 5.4053 20.4491
Si 11.8926 4.7873 10.677
Si -3.5129 9.9326 14.9788
Si 1.7408 4.6673 20.3843
Si 7.0686 10.2459 10.2706
Si 9.4362 6.4753 10.6122
O 8.35 5.2972 10.9251
O 9.9384 -1.0423 12.8827
O 19.4081 13.567 10.9442
O 2.8066 5.8629 20.5979
O -2.8481 4.0208 16.1923
O -4.7324 15.048 14.0786
O 0.325 5.2958 20.8327
O 3.5097 12.0057 11.352
O -1.0183 7.3621 13.8339
O 0.019 6.0743 11.0294
O 1.7042 4.2644 18.8137
O 7.8791 1.6505 20.7601
O 3.9076 0.7649 14.0121
O 2.2781 10.0303 18.7813
O 1.3208 9.1491 21.0811
O 10.8279 1.2637 10.7802
O 9.8708 0.1542 17.5678
O 9.7102 8.5451 18.2901
O 4.4518 1.9362 21.4212
O 2.9682 18.641 11.2126
O 6.5629 3.9964 21.3064
O 9.0786 3.9206 20.6771
O 3.7329 8.2306 20.0356
O 0.8321 6.6942 17.8488
O 3.4222 -0.4218 21.2635
O 1.3636 11.9544 17.1035
O 1.7066 12.7268 12.9454
O 0.3646 3.6384 11.6615
O 9.9429 4.7923 14.5909
O 2.4825 16.0695 11.1013
O -14.2152 6.1743 14.7411
O 5.9642 11.2455 10.9579
O -2.6678 11.26 14.5045
O 10.8736 10.9159 15.1018
O 5.6174 5.3548 16.2873
O 4.5159 6.1993 18.5431
O 13.7929 5.2081 16.7044
O 9.0315 6.4973 21.4585
O 3.493 10.5063 16.3776
O -0.321 8.2301 22.8129
O 5.3362 6.3304 21.0948
O 5.8292 -0.7109 15.0631
O 2.1193 3.3148 21.2068
O -3.2184 8.82 13.7873
O 2.28 6.5895 13.4462
O 3.6683 1.2601 18.4091
O 4.1832 4.3297 22.4507
O 5.9703 -0.131 20.7294
O -1.3668 6.7807 16.3855
O 0.0895 4.4099 16.8395
O -0.8529 1.684 13.1903
O 4.6157 5.7383 12.4877
O -1.4789 5.9506 18.9272
O 4.0375 14.1156 12.9149
O 6.3121 1.5707 18.6367
O -2.9745 9.4999 16.4789
O 10.0822 2.265 16.0042
O 8.984 7.8118 11.4606
O 15.6428 3.6138 17.9816
O 3.994 9.7584 10.0081
O 8.5432 -0.0311 10.4776
O 6.1791 3.8568 11.442
O 7.9033 -0.538 19.0583
O 5.1612 12.5598 16.233
H 7.0056 8.9231 10.8872
H 2.6083 6.1583 14.2531

Results
free energy: -133994.795 eV
free energy less fixed offsets of H -15.97, O -568.88, Si -635.61 eV per atom: -0.895 eV

Forces (eV/angstrom), in the order of the atoms: element, x, y, z
Si -0.0579 0.1161 -0.1195
Si 0.0575 -0.0788 0.0165
Si -0.1057 0.0839 -0.1057
Si 0.051 -0.0763 0.0381
Si 0.061 -0.0752 0.0413
Si -0.0813 0.049 -0.0895
Si 0.1047 -0.0006 0.06
Si -0.1782 0.1311 -0.1519
Si -0.0279 0.0018 0.0815
Si 0.0407 -0.0358 -0.0187
Si -0.0022 0.0164 0.0645
Si 0.0431 -0.0214 0.0123
Si 0.0075 -0.053 -0.0033
Si -0.0358 0.0228 0.1082
Si 0.0297 -0.0191 0.0192
Si 0.024 0.018 0.0499
Si 0.0072 -0.0086 -0.0708
Si -0.05 -0.0016 -0.0053
Si -0.0028 0.0147 -0.0659
Si -0.0163 0.0199 -0.0292
Si -0.0149 -0.0076 -0.0696
Si -0.0362 -0.0233 -0.04
Si 0.0014 -0.001 -0.0353
Si 0.0279 0.0317 -0.0932
Si 0.2317 0.0811 -0.2746
Si -0.2397 -0.1507 0.1828
Si -0.0053 -0.0349 0.1058
Si -0.068 -0.2267 -0.0734
Si -0.2308 0.0006 0.4739
Si 0.0798 -0.0706 -0.0439
Si 0.0234 -0.0058 0.0124
Si 0.112 0.3807 0.0467
Si -0.0574 -0.0101 -0.0198
Si 0.1206 0.0418 0.017
Si -0.0295 0.0424 -0.024
Si -0.0177 -0.0805 0.0049
Si 0.0628 0.0343 0.0133
Si -0.0338 0.031 -0.0292
Si -0.0238 -0.1192 0.0347
Si -0.0411 0.0093 -0.0438
Si 0.0127 -0.0384 -0.0134
Si -0.0333 0.0526 -0.009
Si 0.0181 0.0019 -0.0103
Si -0.0373 -0.0101 -0.0373
Si -0.0282 0.0562 -0.0015
Si 0.0246 -0.0186 -0.0151
Si -0.0092 0.0158 -0.0415
Si 0.0433 -0.0285 -0.012
Si 0.0294 -0.0374 0.0239
Si -0.0281 0.0122 0.0061
Si 0.0026 0.0314 0.0151
Si 0.0297 -0.0447 0.0189
Si -0.0132 0.0228 0.0166
Si 0.0306 0.0123 0.0243
Si -0.0034 -0.0427 0.0281
Si -0.0317 0.0136 0.0141
Si 0.0221 0.0852 -0.0246
Si 0.0027 -0.0443 0.0352
Si -0.0166 -0.041 0.0402
Si -0.0074 0.0253 -0.0109
Si 0.0448 -0.0233 0.0258
Si -0.0528 0.0414 -0.0176
Si -0.0203 0.0377 -0.0342
Si 0.049 -0.0162 0.0417
Si 0.2485 0.0158 -0.1657
Si -0.0895 0.1467 0.0387
Si 0.1723 -0.0774 -0.0448
Si -0.0091 0.1546 0.0088
Si -0.0217 -0.0095 0.1696
Si -0.1228 -0.0278 -0.0777
Si -0.155 -0.0247 0.1006
Si 0.1178 -0.1725 -0.347
Si -0.0489 0.0302 0.0513
Si 0.0737 -0.0253 0.0308
Si 0.0096 0.0062 0.0488
Si 0.0016 -0.0239 0.0241
Si -0.0181 -0.0189 0.0659
Si -0.0019 -0.0138 0.1248
Si 0.0315 -0.01 0.0841
Si -0.0139 0.0277 0.1144
Si -0.0062 -0.012 -0.0372
Si -0.0137 -0.0776 -0.0429
Si 0.0846 -0.0045 0.004
Si -0.0393 0.0565 -0.01
Si 0.0023 -0.019 0.0059
Si -0.0204 0.0919 -0.0358
Si 0.017 0.0673 0.0075
Si 0.0421 -0.0125 -0.0077
Si -0.1468 0.1098 0.0127
Si 0.1179 -0.0675 0.0483
Si 0.0347 -0.0708 -0.0836
Si -0.1027 0.1204 0.0015
Si 0.0565 -0.1207 -0.0182
Si -0.0472 0.0691 -0.0533
Si -0.0774 -0.0355 -0.0338
Si 0.1724 -0.1736 -0.0184
O 0.0358 0.0034 0.0187
O 0.0432 -0.0379 0.0522
O 0.0197 0.0089 -0.0215
O -0.0986 0.1305 -0.0382
O -0.0044 0.0078 -0.011
O -0.016 0.009 -0.0388
O 0.0171 -0.0426 0.0185
O 0.0294 -0.0506 0.0437
O 0.0868 -0.0613 0.0737
O -0.0178 0.017 0.0426
O -0.0011 -0.0134 -0.0819
O 0.0338 -0.0395 -0.094
O 0.0185 -0.0049 -0.0297
O -0.0355 0.069 -0.0141
O 0.0079 -0.0253 -0.0317
O -0.004 0.0123 0.0255
O -0.0057 0.007 0.0532
O -0.0037 0.0087 -0.0179
O -0.0105 0.015 -0.022
O -0.0114 0.0227 0.0038
O 0.0085 0.0135 0.0844
O -0.0366 0.0104 -0.0069
O 0.0085 0.0052 0.0389
O 0.012 -0.0273 0.037
Si -0.0145 -0.0069 0.0458
Si 0.0096 -0.0071 0.0899
Si -0.0007 0.004 -0.0151
Si 0.0037 -0.0034 -0.098
Si -0.012 0.0131 -0.0182
Si 0.0026 -0.0039 0.0157
Si 0.0164 0.0058 -0.0143
Si 0.0185 0.0267 -0.0053
Si 0.0069 -0.012 0.0275
Si -0.0036 0.0057 0.0067
Si -0.0147 -0.0188 -0.0348
Si -0.0021 -0.0225 0.1101
Si 0.0138 0.0042 0.1021
Si 0.0052 -0.0021 -0.0073
Si 0.0135 -0.0041 -0.0085
Si 0.0058 0.0064 -0.0813
Si 0.0014 -0.0181 -0.0105
Si 0.0039 0.0165 -0.0213
Si -0.0039 0.01 0.0129
Si -0.0028 -0.0171 -0.0993
Si -0.0229 -0.0019 -0.0313
Si -0.0188 0.0067 0.002
Si -0.0086 0.0079 -0.0193
Si -0.0047 0.0143 -0.0146
Si 0.0116 0.005 0.01
Si -0.0061 -0.0251 0.0028
Si 0.0099 -0.0053 0.0169
Si -0.0166 0.0132 0.032
Si 0.0061 0.0149 -0.0646
Si 0.0138 -0.0131 -0.0926
Si -0.0112 -0.0228 -0.0239
Si -0.0037 -0.0132 0.0575
Si 0.0037 0.0037 -0.0222
Si -0.0103 -0.0126 -0.0266
Si -0.0096 0.0469 0.0754
Si 0.0199 -0.0046 0.0501
O -0.0163 0.0018 -0.0318
O -0.0012 0.0065 0.0061
O -0.0092 0.0143 -0.0441
O 0.0021 -0.0047 0.0143
O 0.0112 -0.0139 -0.0024
O 0.0117 -0.0029 0.0122
O 0.0079 0.0069 0.0251
O -0.0119 0.0113 -0.0087
O -0.0106 -0.0118 0.0165
O -0.014 0.0158 -0.0529
O -0.0141 0.0097 -0.0123
O -0.0055 -0.0177 0.0253
O 0.0044 -0.0037 0.0117
O 0.0021 0.0229 -0.0106
O -0.0005 0.0077 0.0346
O 0.0035 0.017 -0.0235
O 0.0071 0.0018 0.003
O -0.0033 0.0123 0.0003
O 0.0032 -0.0004 0.0382
O 0.0047 0.0008 -0.0515
O 0.0043 0.0042 0.0436
O 0.0137 0.012 0.0313
O -0.0069 0.0008 0.0206
O -0.005 -0.0019 -0.0008
O -0.012 -0.0139 0.0154
O -0.0091 0.0067 0.0017
O 0.0036 -0.0013 -0.0131
O 0.0057 -0.0173 -0.0223
O -0.0054 -0.0105 0.0127
O 0.0299 0.0261 -0.0151
O -0.0019 0.0025 0.0008
O -0.0103 -0.0002 -0.0587
O -0.0062 -0.0044 0.0087
O 0.0019 -0.0038 0.0131
O -0.0018 0.0012 0.0101
O 0.0001 -0.0191 -0.0133
O -0.0057 -0.0052 -0.0005
O 0.0082 0.0041 0.0295
O 0.0061 -0.0057 -0.0071
O -0.0043 0.0033 0.0334
O -0.0038 -0.002 0.0258
O -0.0067 -0.0005 0.0091
O 0.0032 0.0109 0.0325
O -0.0039 0.0051 0.0115
O 0.0371 -0.0489 0.0666
O -0.0048 0.0088 -0.0125
O -0.0087 0.0107 0.0518
O 0.0125 0.0033 0.0169
O -0.0125 -0.0092 -0.0102
O 0.0004 -0.0099 -0.0112
O -0.0002 -0.0115 -0.0058
O -0.0014 -0.0208 -0.0181
O 0.0099 0.0151 -0.0074
O 0.0077 -0.0053 -0.0127
O -0.0122 0.0025 -0.0048
O -0.002 -0.0063 0.0083
O -0.0067 0.0338 0.0153
O -0.0038 0.0037 -0.0156
O -0.002 0.0057 -0.0078
O -0.0273 -0.0318 -0.0572
O 0.0175 0.009 -0.0496
O -0.0098 0.0039 -0.0227
O 0.0126 -0.0144 -0.0048
O -0.0019 -0.0065 -0.0119
H -0.0071 -0.0483 0.0187
H -0.0382 0.0381 -0.093

The program warned: the cutoff lies below the one the program advises for these potential files; the forces do not sum to zero within the program's tolerance; the exchange-correlation potential is rough where the density is thin.
